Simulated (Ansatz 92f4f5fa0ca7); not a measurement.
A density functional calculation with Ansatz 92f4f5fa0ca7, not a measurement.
Periodic cell of 224 atoms, Si128O64H32, with a vacuum gap, from a study of silicon, its oxide and their interface. The atomic structure is a simulated model.

Settings
functional: r2SCAN
potential files: Ansatz PAW
basis: plane waves
wave-function cutoff: 800 eV
density cutoff ratio: 5
exchange-correlation grid ratio: 1
k mesh: 1 x 1 x 1, shifted by 0.5 0.5 0 of a step
self-consistency stop: 1e-11 eV per atom in the density residual
occupations: fixed
spin: none
net charge: 0
applied field: sawtooth along c, amplitude -0.015 V/angstrom in the program's sign convention, ramp centred at 0.9878 of c and 0.0244 of c wide, no dipole correction

Cell vectors (angstrom)
a  10.887  0  0
b  0  10.887  0
c  0  0  40.9826

Atoms and the computed forces on them: element, x, y, z (angstrom), force x, y, z (eV/angstrom)
Si  0.3924  -0.3949  26.1385  -0.0008  0.006  0.0005
Si  2.9454  2.3123  25.987  -0.0067  -0.0017  0
Si  -0.0577  5.7574  26.0187  0.0024  -0.0024  0.0012
Si  2.5453  8.2517  25.9113  -0.0019  -0.0013  0.0002
Si  5.2543  0.1928  25.8039  0.0002  0.0004  -0.002
Si  7.9293  2.9112  25.8475  0.0026  0.0003  0.0003
Si  5.6862  5.1009  26.0237  -0.0051  -0.0012  -0.0025
Si  8.5095  7.8109  26.021  -0.0006  0.0055  -0.0022
Si  1.4989  1.1898  27.4226  0.0025  -0.0012  -0.0084
Si  4.0963  3.944  27.2743  0.0016  0.0025  -0.0027
Si  1.4175  6.8413  27.4164  -0.0033  0.0005  -0.0036
Si  4.1578  9.4606  27.1549  -0.0018  0.0014  0.0016
Si  6.8207  1.3201  27.1814  -0.0024  -0.0006  0.0024
Si  9.6166  4.0266  27.1225  0.0019  0.0005  -0.0035
Si  6.8963  6.6726  27.2865  0.0009  -0.0005  -0.0026
Si  9.6076  9.4049  27.3448  -0.0013  -0.0016  -0.004
Si  0.0475  2.6645  28.5581  0.0043  -0.0053  -0.0149
Si  2.8638  -0.1446  28.7207  -0.0051  0.003  -0.0158
Si  0.0611  8.1433  28.7934  -0.0006  0.0012  -0.0137
Si  2.7696  5.3688  28.6184  0  -0.0038  -0.012
Si  5.4907  2.6364  28.6499  -0.0015  0.0018  -0.0137
Si  8.1949  -0.0382  28.554  0.0094  -0.0014  -0.0129
Si  5.512  8.1095  28.5421  -0.0004  -0.0031  -0.0105
Si  8.2692  5.3272  28.6299  0.0018  -0.0023  -0.0121
Si  1.375  4.0344  29.9597  -0.0072  0.0031  0.0023
Si  4.1536  1.2971  30.0336  -0.0054  -0.0073  0.0058
Si  1.4287  9.4992  30.0937  0.0062  -0.0022  0.0032
Si  4.1315  6.7742  29.9362  -0.0097  0.0031  0.0099
Si  6.8512  4.0289  29.9828  0.0001  -0.0039  0.0035
Si  9.5466  1.3362  29.932  0.0009  0.0062  0.0042
Si  6.8314  9.4945  29.9263  -0.0032  0.0046  0.0127
Si  9.5533  6.7337  30.0281  0.0095  0.0011  0.0062
Si  0.0206  0.0148  31.3462  0.0034  -0.0028  0.0176
Si  2.7412  2.6892  31.3273  -0.0017  0.0027  0.0195
Si  0.0322  5.3892  31.3616  0.016  -0.0206  0.017
Si  2.7828  8.1034  31.3741  -0.0094  0.0124  0.0139
Si  5.5042  -0.0563  31.3599  -0.0116  0.0079  0.0247
Si  8.1975  2.681  31.3404  0.027  -0.0199  0.0196
Si  5.4815  5.4309  31.3118  0.0091  -0.008  0.0235
Si  8.173  8.1468  31.317  0.0184  -0.017  0.0264
Si  1.3588  1.3814  32.7134  -0.0064  -0.0105  0.1771
Si  4.0866  4.0915  32.6664  -0.0169  -0.0159  0.1789
Si  1.376  6.7762  32.706  -0.005  0.0051  0.1692
Si  4.1069  9.514  32.7196  -0.0234  -0.0205  0.1814
Si  6.8274  1.3403  32.7013  0.0088  0.0252  0.1748
Si  9.5288  4.0634  32.7146  -0.0143  0.0187  0.167
Si  6.7947  6.8218  32.6869  -0.0134  -0.0043  0.1964
Si  9.5212  9.5294  32.6738  0.0248  0.0311  0.1778
Si  -0.0007  2.7306  34.0886  -0.0081  0.0114  0.3035
Si  2.7211  0.012  34.0519  -0.0362  -0.0308  0.2464
Si  -0.001  8.1747  34.0226  0.02  -0.0384  0.265
Si  2.7212  5.4318  34.0615  0.0356  0.0165  0.2911
Si  5.4327  2.7211  34.0176  0.068  0.0272  0.2638
Si  8.1823  0.0099  34.062  -0.0225  -0.0679  0.3096
Si  5.451  8.174  34.0834  -0.0444  -0.0104  0.3088
Si  8.1525  5.4685  34.0328  0.0797  -0.1408  0.2831
Si  1.3421  4.1094  6.9636  -0.0653  0.0119  -0.2504
Si  4.0408  1.4209  6.9334  0.0059  -0.0002  -0.1861
Si  1.3169  9.5674  6.9128  0.0098  0.016  -0.2979
Si  4.0333  6.8414  6.9304  -0.0501  0.001  -0.3757
Si  6.7694  4.1059  6.8844  -0.0128  -0.0237  -0.3817
Si  9.5152  1.378  6.9621  -0.0369  0.0816  -0.2534
Si  6.7942  9.5803  6.9424  0.024  0.1078  -0.3311
Si  9.5106  6.8412  6.9109  0.0269  0.0369  -0.2825
Si  -0.0027  0.0388  8.3323  0.0204  0.0183  -0.191
Si  2.6648  2.752  8.353  -0.0036  -0.0234  -0.1817
Si  -0.041  5.4819  8.2922  -0.0088  -0.0179  -0.1692
Si  2.6395  8.2127  8.2763  0.0067  -0.0038  -0.174
Si  5.4121  0.0834  8.2753  0.0025  0.0023  -0.1606
Si  8.1433  2.7901  8.2623  0.0199  -0.0041  -0.1778
Si  5.3688  5.4363  8.232  0.0007  -0.0007  -0.1959
Si  8.1937  8.2496  8.2705  0.0115  0.003  -0.1819
Si  1.283  1.4208  9.7592  -0.0058  0.0083  -0.0265
Si  3.9822  4.1722  9.6878  0.0048  0.0121  -0.0259
Si  1.2525  6.8816  9.6606  0.006  0.0053  -0.0304
Si  3.965  9.6488  9.578  0.0027  0.0046  -0.0205
Si  6.7571  1.4912  9.6185  -0.0132  -0.002  -0.0113
Si  9.5074  4.1117  9.6674  -0.0173  0.0152  -0.0308
Si  6.7719  6.8315  9.4495  -0.0136  0.0089  -0.0114
Si  9.5317  9.6013  9.7171  -0.0237  -0.0001  -0.0232
Si  -0.0977  2.7796  11.1781  -0.0056  0.0016  -0.0048
Si  2.6671  0.0733  11.1043  0.0086  -0.007  -0.0073
Si  -0.0368  8.2108  11.1351  0.0027  -0.0036  -0.0016
Si  2.5583  5.5367  11.0445  0.007  0.0124  -0.0024
Si  5.3899  2.8444  11.0029  0.0109  -0.0086  -0.0117
Si  8.1603  0.1853  10.9588  -0.0121  0.0013  -0.005
Si  5.3673  8.1877  10.6849  0.0024  0.0001  -0.0019
Si  8.1002  5.5497  10.8577  -0.004  -0.003  0.0003
Si  1.2149  4.2137  12.5634  -0.0023  0.0002  0.0179
Si  4.0387  1.5213  12.4131  -0.002  0.0017  0.0067
Si  1.3524  9.5765  12.5521  -0.0032  0.0033  0.0148
Si  4.0102  7.0144  12.1469  0.0029  -0.0001  0.0145
Si  6.7493  4.3111  12.2572  -0.0019  0.0055  0.0172
Si  9.3489  1.4841  12.6112  -0.0013  -0.001  0.0105
Si  6.6746  9.5932  11.9211  -0.0013  -0.0006  0.0166
Si  9.3254  6.8277  12.3633  -0.0076  0.0023  0.0146
Si  -0.3669  -0.2563  13.7802  -0.0069  -0.004  -0.0096
Si  2.9847  3.1714  13.7622  0.008  0.0056  -0.0233
Si  -0.5452  5.292  13.8065  0.002  -0.004  -0.0166
Si  3.153  8.5332  13.7207  0.0041  0.0003  -0.0207
Si  5.3283  -0.1363  13.3882  0.004  -0.0066  -0.0134
Si  8.0463  3.1731  13.7893  0.0008  0.0001  -0.0165
Si  5.1631  5.5403  13.4844  -0.0021  -0.0019  -0.0144
Si  8.0701  8.5264  13.4167  -0.0004  0.0058  -0.0115
Si  4.6656  -5.5894  21.0993  0.0026  -0.0006  -0.0167
Si  -0.1626  0.2171  23.2715  0.0008  -0.0042  -0.0075
Si  20.747  31.6794  16.4863  -0.0019  0.0016  -0.0256
Si  -26.0594  -1.8077  23.8101  0.0002  -0.0079  -0.0156
Si  -4.9843  -10.6318  17.8727  0.0002  -0.0018  -0.0215
Si  8.8735  15.4584  18.1418  -0.0006  0.0017  -0.0159
Si  -11.2123  9.6948  19.553  0.0017  -0.0027  -0.0219
Si  0.9908  25.9109  18.756  0.0007  0.0022  -0.0192
Si  -36.5175  42.6407  15.6243  -0.0027  -0.0001  -0.0243
Si  -2.3633  10.0012  21.7431  0.0006  0.002  -0.017
Si  -14.3412  36.5918  20.8455  -0.0001  0.0023  -0.0188
Si  -12.4733  13.6705  23.1706  0.0009  0.001  -0.0172
Si  1.8544  11.0825  21.257  0.0019  -0.0018  -0.017
Si  10.2548  6.8536  16.5287  -0.0028  -0.0013  -0.0182
Si  -18.4608  14.81  16.5787  0.0028  -0.0005  -0.0221
Si  -37.1129  13.973  16.5604  0.0004  -0.0003  -0.0182
Si  1.0953  25.7626  23.9954  0.0006  -0.0019  -0.0166
Si  -17.6495  17.6256  15.9441  -0.0001  0.0015  -0.0245
Si  -31.4149  7.1908  18.8076  -0.0015  -0.0007  -0.0141
Si  -4.1123  33.6224  20.4837  -0.0031  -0.002  -0.0195
Si  -6.4354  10.2423  20.0346  -0.0001  -0.002  -0.0167
Si  2.3085  25.0328  21.2394  -0.0024  -0.0014  -0.0215
Si  -17.4352  17.7396  23.7857  0.007  -0.0004  -0.0148
Si  15.2187  -3.4115  18.8902  -0.0009  0.0009  -0.0208
O  -17.6993  6.2055  22.3197  0.0002  0.0068  0.0151
O  -11.4266  21.0187  18.007  0.003  -0.0007  0.0183
O  -1.564  -12.2402  13.6726  0.0038  0.0022  0.0077
O  -5.461  8.0161  23.6438  0.0043  -0.0049  0.0099
O  12.0539  14.1677  20.0988  0.0024  -0.0025  0.0121
O  -3.1146  8.5426  24.7763  0.0017  -0.0045  0.0103
O  1.9765  35.5472  24.7953  0.0053  -0.002  0.0068
O  0.3493  19.1141  19.654  -0.0015  0.003  0.0125
O  4.9442  3.7514  16.7927  0.0002  -0.0006  0.0072
O  -31.3547  -0.1825  22.734  -0.0032  0.0003  0.0039
O  -7.8609  31.8699  20.7541  -0.0029  0.0026  0.0014
O  -15.0487  13.4505  20.3121  0.0013  0.0005  0.0051
O  1.4176  31.1481  25.5008  0.0036  -0.004  0.0052
O  10.6997  6.0735  15.1876  -0.0005  0.0039  0.0119
O  1.7577  14.9385  22.5367  -0.003  0.0019  0.0112
O  8.4521  14.4583  22.0518  0.0037  -0.0035  0.0088
O  -8.6501  14.5867  17.7892  -0.0056  0.0011  0.0049
O  3.0534  -3.3646  24.5244  0.0008  0.0017  0.0106
O  -11.0781  0.4286  24.8579  0.0008  -0.001  0.0149
O  -23.511  9.5096  20.3386  -0.004  0.0008  0.0079
O  -6.687  20.6372  14.0178  -0.0009  -0.0017  0.004
O  11.9344  -5.522  24.847  -0.0041  0.0027  0.0081
O  -11.3829  3.7466  23.8597  0.0007  0.0011  0.0033
O  -3.6441  30.3322  14.8562  -0.001  -0.0007  0.0072
O  -12.6032  6.0145  17.4251  -0.0028  -0.0054  0.0077
O  0.6012  -0.0359  20.234  0.0028  0.0031  0.0071
O  6.9727  3.0047  15.0246  -0.0023  -0.003  0.0112
O  10.3729  -17.9002  18.1503  0.0017  -0.0006  0.0034
O  -1.2215  19.2037  16.2065  0.0011  -0.0003  0.0116
O  8.3517  24.0527  24.389  -0.005  0.0015  0.017
O  -15.6211  12.4727  17.0376  -0.0027  -0.0028  0.0096
O  10.8611  10.6247  15.4051  -0.0006  0.0009  0.0089
O  4.1429  -6.5804  13.7683  -0.0047  -0.002  0.0104
O  -5.8901  -13.0219  19.652  0.0006  0.0019  0.0088
O  -15.5651  4.8563  21.3803  -0.0025  0.0005  0.0041
O  -4.9184  10.4424  24.4555  -0.0039  0.0034  0.0139
O  -12.1152  17.6608  25.4435  -0.001  0.0005  0.0045
O  -27.9748  27.9128  19.7173  -0.0003  -0.0045  0.0154
O  4.76  18.1768  17.333  0.0007  0.0028  0.0141
O  -13.3623  10.5774  16.2234  0.0032  -0.0002  0.0137
O  7.2575  9.1942  22.3297  -0.0038  -0.0027  0.0106
O  5.3495  -15.5119  14.9616  -0.0003  0.0027  0.0099
O  7.0376  11.1521  19.0391  0.0007  0.0028  0.0136
O  4.9229  5.6699  24.7071  0.0005  0.0018  0.0097
O  -8.3686  23.439  21.4113  -0.0014  0.0014  0.0028
O  -24.9885  14.6836  17.3546  0.0047  0.0035  0.0167
O  10.2235  12.4779  22.5698  -0.0007  0.0004  0.0054
O  2.7449  18.611  18.898  0.0015  0  0.0028
O  -15.3685  11.0688  14.5853  0.0014  -0.0004  0.0158
O  -18.064  25.7703  20.8727  -0.0008  0.0004  0.0076
O  -21.017  -14.621  17.2808  0.0022  0.0003  0.0069
O  -29.8727  2.9315  15.3806  -0.0023  -0.0004  0.0075
O  -24.6869  65.947  21.498  0.0016  -0.0021  0.0027
O  14.0205  29.5587  15.1785  -0.0009  -0.003  0.0127
O  -1.6046  15.0205  14.2977  0.0001  0.0059  0.0023
O  -1.2139  31.7272  22.8671  -0.0002  0.0016  0.011
O  3.1409  5.4905  16.2425  -0.0004  -0.0018  0.004
O  -4.8529  20.7515  16.891  -0.0034  0.0026  0.0158
O  -9.7657  5.6653  19.3087  -0.0002  -0.0003  0.0043
O  6.8107  4.0504  25.4697  -0.0004  0.0004  0.003
O  5.4113  11.1259  21.0153  0.0002  0.0014  0.001
O  -17.3236  11.0685  18.6146  -0.0026  -0.0013  0.0073
O  -28.5676  12.1794  25.3565  0.004  -0.0037  0.0032
O  -24.364  4.6643  19.6697  -0.0049  -0.0035  0.0138
H  -0.828  1.9144  35.021  0.3569  0.2733  -0.2545
H  0.8102  3.5632  35.021  -0.3093  -0.3199  -0.2569
H  1.8778  -0.7877  34.9844  0.3429  0.2477  -0.2475
H  3.5156  0.8602  34.9844  -0.2661  -0.3635  -0.2485
H  0.7978  9.0189  34.9551  -0.2601  -0.3269  -0.2719
H  -0.8354  7.3657  34.9551  0.3253  0.2803  -0.2518
H  1.8823  4.6274  34.994  0.3934  0.2397  -0.2719
H  3.513  6.2825  34.994  -0.2096  -0.334  -0.2739
H  6.2399  3.5573  34.95  -0.2459  -0.3112  -0.2533
H  4.5834  1.9278  34.95  0.3517  0.2814  -0.2707
H  8.9933  0.8423  34.9945  -0.258  -0.3673  -0.2822
H  7.3391  -0.7899  34.9945  0.3384  0.2439  -0.2609
H  4.6042  7.378  35.0159  0.3361  0.219  -0.2564
H  6.2538  9.0144  35.0159  -0.2202  -0.3589  -0.264
H  8.9699  6.2947  34.9653  -0.2837  -0.3217  -0.2515
H  7.3246  4.6529  34.9653  0.2805  0.2825  -0.2434
H  2.181  4.9138  6.0312  -0.2826  -0.3244  0.2902
H  0.5313  3.2768  6.0312  0.2552  0.3313  0.2647
H  4.8901  2.2143  6.0009  -0.457  -0.1603  0.2839
H  3.2463  0.5727  6.0009  0.2198  0.3224  0.2996
H  0.5181  8.7232  5.9803  0.1697  0.4452  0.2658
H  2.1602  10.3671  5.9803  -0.2905  -0.2619  0.277
H  3.2414  5.9907  5.998  0.2076  0.4314  0.2173
H  4.8801  7.6374  5.998  -0.3132  -0.1947  0.2823
H  7.5973  4.9216  5.9519  -0.3696  -0.1712  0.2723
H  5.9623  3.2697  5.9519  0.3993  0.2453  0.2351
H  8.7042  0.5455  6.0297  0.3323  0.31  0.2771
H  10.3426  2.1942  6.0297  -0.2788  -0.3072  0.2612
H  5.9915  8.7399  6.01  0.2461  0.2463  0.3087
H  7.6375  10.3801  6.01  -0.4384  -0.2361  0.2178
H  10.345  7.6502  5.9784  -0.2531  -0.381  0.2511
H  8.6932  6.015  5.9784  0.1919  0.3401  0.3055

Results
free energy: -118875.521 eV
free energy less fixed offsets of H -15.71, O -570.45, Si -639.56 eV per atom: -0.321 eV

The program warned: the cutoff lies below the one the program advises for these potential files; the forces do not sum to zero within the program's tolerance; empty levels may hold ghost states of the PAW files; the exchange-correlation potential is rough where the density is thin.
